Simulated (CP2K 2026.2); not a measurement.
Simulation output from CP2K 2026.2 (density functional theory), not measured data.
Periodic cell of 444 atoms, Si320O124, from a study of silicon, its oxide and their interface. The atomic structure is a simulated model.
Doubt: the forces sum to 2.72 eV/angstrom along one axis rather than to zero, so they err by at least 0.0061 eV/angstrom per atom on average; the grid cutoff is modest.

Settings
functional: PBE
method: Gaussian and plane waves
basis set: DZVP-MOLOPT-SR-GTH
pseudopotentials: GTH-PBE
grid cutoff: 350 Ry, relative cutoff 50 Ry
k points: Gamma only
occupations: fixed
spin: none
net charge: 0

Cell vectors (angstrom)
a 15.3866 0 0
b 0 15.3866 0
c 4.4157 -6.2679 33.762

Atoms and the computed forces on them: element, x, y, z (angstrom), force x, y, z (eV/angstrom)
Si 4.218 7.658 29.147 0.166 -0.286 0.767
Si 4.492 -4.646 29.205 -0.183 0.169 0.75
Si 4.422 -0.147 28.974 -0.097 -0.216 0.8
Si 4.432 3.018 28.802 -0.093 0.301 0.721
Si 8.169 6.815 28.923 0.039 0.277 0.807
Si 8.228 -4.16 29.234 0.057 -0.158 0.788
Si 8.153 -1.043 29.078 0.047 0.223 0.776
Si 8.157 3.66 28.926 0.129 -0.214 0.788
Si 12.109 6.784 28.976 -0.087 0.199 0.754
Si 12.068 -4.001 29.053 0 -0.175 0.788
Si 11.95 -0.882 29.058 0.085 0.144 0.767
Si 12.122 3.645 28.911 -0.106 -0.204 0.761
Si 16.002 7.529 29.234 -0.15 -0.153 0.669
Si 15.879 -4.743 29.048 0.106 0.184 0.749
Si 15.876 -0.252 29.058 0.03 -0.217 0.761
Si 15.907 2.918 28.894 0.029 0.325 0.759
Si 6.246 7.15 30.258 0.002 -0.016 -0.034
Si 6.338 -4.417 30.565 0.003 0.007 -0.006
Si 6.27 -0.54 30.369 -0.024 0.008 -0.03
Si 6.268 3.33 30.265 0.014 -0.015 -0.037
Si 10.13 7.124 30.238 -0.008 -0.028 -0.026
Si 10.196 -4.357 30.438 0.002 0.005 -0.056
Si 10.066 -0.623 30.392 0.013 0 -0.062
Si 10.14 3.31 30.185 0.005 0.028 -0.077
Si 13.987 7.127 30.348 -0.007 -0.008 -0.036
Si 13.979 -4.371 30.367 0.001 0.007 -0.023
Si 13.924 -0.528 30.321 0.004 -0.007 -0.025
Si 14.014 3.326 30.264 0.003 -0.015 -0.018
Si 17.839 7.346 30.63 0.009 0.011 0.001
Si 17.836 -4.343 30.34 0 0.023 -0.056
Si 17.86 -0.485 30.29 -0.001 0.012 -0.037
Si 17.867 3.371 30.144 -0.01 0.005 -0.096
Si 6.321 8.995 31.774 0.011 -0.004 0.026
Si 6.243 -2.429 31.791 -0.001 -0.007 0.045
Si 6.326 1.419 31.669 0.011 0.004 0.028
Si 6.233 5.241 31.65 0.008 0 0.022
Si 10.158 9.031 31.662 0.003 0.004 0.02
Si 10.123 -2.47 31.825 0.003 -0.004 0.077
Si 10.118 1.401 31.603 0.009 -0.011 0.016
Si 10.133 5.206 31.632 -0.003 0.002 0.045
Si 13.935 9.074 31.705 0.008 -0.01 0.024
Si 14.008 -2.437 31.711 0.009 0.011 0.031
Si 13.938 1.413 31.656 -0.018 0.003 0.024
Si 14.041 5.208 31.689 0 0.004 0.037
Si 17.837 9.255 31.896 -0.011 0.006 0.061
Si 17.836 -2.404 31.667 0 0.012 0.016
Si 17.85 1.472 31.62 -0.005 0.008 0.044
Si 17.845 5.238 31.65 -0.003 0.009 0.015
Si 4.409 9.113 33.155 -0.019 0.007 -0.003
Si 19.709 -2.435 33.105 0.002 -0.012 0
Si 4.375 1.427 33.015 -0.003 -0.014 -0.022
Si 4.351 5.236 33.05 0.007 0.006 0.011
Si 8.257 9.045 33.076 -0.001 -0.006 0.004
Si 8.181 -2.447 33.131 0.016 -0.001 -0.017
Si 8.236 1.417 33.031 -0.017 -0.001 0.005
Si 8.197 5.232 32.998 0.007 -0.004 -0.017
Si 12.041 9.059 33.074 -0.001 -0.005 0.004
Si 12.089 -2.448 33.096 -0.02 -0.004 -0.013
Si 12.024 1.405 33.014 0.02 -0.005 0.006
Si 12.067 5.221 33.007 -0.001 -0.001 -0.017
Si 15.849 9.137 33.113 0.022 0.01 -0.012
Si 15.925 -2.414 33.058 -0.01 0.001 -0.002
Si 15.905 1.43 32.99 0.01 0.001 -0.014
Si 15.943 5.234 33.05 -0.009 0.014 0.017
Si 15.335 -1.913 11.521 0.007 -0.003 -0.005
Si 15.364 1.893 11.539 0.011 0.021 -0.005
Si 15.353 5.752 11.512 -0.001 0.001 -0.014
Si 15.335 9.589 11.484 0.003 -0.004 -0.013
Si 3.79 -1.931 11.549 0.004 -0.009 -0.011
Si 3.82 1.906 11.565 -0.011 -0.002 -0.005
Si 3.806 5.76 11.573 0.016 -0.003 -0.017
Si 3.818 9.576 11.548 0.012 0.007 -0.011
Si 7.637 -1.923 11.553 0.005 -0.003 -0.007
Si 7.635 1.899 11.581 0.002 -0.007 0.011
Si 7.649 5.753 11.559 -0.006 0.002 0
Si 7.628 9.565 11.567 -0.004 0.015 0.008
Si 11.483 -1.93 11.568 -0.004 0.001 -0.012
Si 11.493 1.877 11.581 -0.003 -0.003 -0.01
Si 11.495 5.75 11.57 0.006 0 -0.008
Si 11.438 9.576 11.575 -0.012 -0.005 -0.002
Si 1.855 -1.867 12.897 0.006 -0.002 0
Si 1.898 1.882 12.92 -0.011 -0.011 -0.012
Si 1.861 5.739 12.9 -0.011 0.025 0.034
Si 1.864 9.624 12.836 -0.005 0.009 -0.007
Si 5.712 -1.956 12.902 -0.001 0.009 0.006
Si 5.718 1.96 12.965 -0.02 0.021 0.012
Si 5.738 5.799 12.939 0.015 -0.006 -0.005
Si 5.723 9.51 12.955 -0.016 -0.014 -0.025
Si 9.551 -1.905 12.93 0.015 -0.016 -0.003
Si 9.556 1.811 12.946 0.019 0.013 -0.008
Si 9.563 5.728 12.926 0.011 0.003 0.022
Si 9.507 9.596 12.975 0.022 0.011 0.024
Si 13.43 -1.927 12.896 -0.008 0 0.018
Si 13.454 1.905 12.901 -0.017 -0.003 0.026
Si 13.455 5.781 12.889 -0.008 -0.022 -0.011
Si 13.418 9.533 12.834 0.002 0.021 -0.011
Si 17.261 0.008 14.359 -0.011 -0.002 -0.008
Si 1.923 3.798 14.264 0.001 -0.025 0.014
Si 17.213 7.714 14.182 0 -0.004 -0.037
Si 17.23 11.566 14.165 -0.021 0.002 -0.035
Si 5.697 -0.017 14.241 0.013 -0.005 -0.03
Si 5.743 3.936 14.337 0.008 -0.046 0.002
Si 5.709 7.627 14.438 0.023 0.045 -0.001
Si 5.728 11.463 14.224 0.004 -0.001 0
Si 9.548 -0.069 14.421 -0.012 0.032 -0.009
Si 9.599 3.75 14.229 -0.005 -0.016 -0.032
Si 9.512 7.637 14.316 -0.013 0.003 -0.058
Si 9.472 11.589 14.292 0.008 -0.032 -0.036
Si 13.449 -0.003 14.282 -0.003 -0.009 -0.037
Si 13.523 3.861 14.219 0 0.024 -0.041
Si 13.441 7.68 14.289 -0.001 -0.015 -0.019
Si 13.412 11.451 14.131 -0.006 0.013 -0.033
Si 15.334 0.024 15.734 0.026 0.006 0.04
Si 15.416 3.835 15.652 -0.015 0.008 -0.001
Si 15.372 7.719 15.655 -0.009 0.009 0.056
Si 15.306 11.474 15.496 0.005 0.003 0.013
Si 3.835 0.02 15.685 -0.03 0.02 0.043
Si 3.788 3.97 15.706 0.05 -0.009 0.022
Si 3.646 7.654 15.639 0.029 0.041 0.044
Si 3.767 11.554 15.489 0.009 0.015 -0.022
Si 7.521 -0.124 15.719 -0.004 -0.028 0.094
Si 7.721 3.79 15.643 0.005 -0.038 0.014
Si 7.661 7.585 15.843 0.027 -0.013 0.054
Si 7.549 11.556 15.728 0.015 0.025 0.028
Si 11.562 -0.037 15.706 0.019 -0.003 0.072
Si 11.58 3.794 15.49 0.016 -0.018 0.01
Si 11.494 7.659 15.595 -0.026 -0.001 0.056
Si 11.498 11.48 15.463 -0.013 -0.011 -0.004
Si 15.042 -2.042 16.829 0.147 0.18 -0.702
Si 15.081 1.982 17.093 0.227 -0.071 -0.703
Si 15.906 5.782 16.878 0.303 0.027 -0.483
Si 15.63 9.681 16.984 -0.242 -0.147 -0.767
Si 4.247 -1.994 16.858 0.29 0.101 -0.47
Si 4.199 2.022 16.939 -0.177 -0.065 -0.773
Si 2.986 5.84 17.034 -0.055 -0.045 -0.034
Si 3.367 9.669 16.803 0.08 -0.064 -0.706
Si 6.709 -1.973 17.029 -0.154 -0.088 -0.739
Si 7.317 1.863 16.939 0.201 -0.065 -0.834
Si 8.197 5.577 17.097 -0.364 0.185 -0.772
Si 8.033 9.624 16.99 -0.204 -0.08 -0.761
Si 11.925 -2.089 16.829 -0.161 0.158 -0.764
Si 11.948 1.976 16.911 -0.117 -0.184 -0.757
Si 11.33 5.677 16.825 0.125 0.128 -0.721
Si 11.19 9.621 16.839 0.177 -0.119 -0.786
Si 12.262 9.784 21.931 0.01 -0.089 -0.002
Si 4.177 9.292 19.62 0.044 -0.088 -0.051
Si 6.645 5.341 19.868 0.024 -0.086 0.056
Si 18.104 10.891 21.727 0.071 -0.065 0.098
Si 4.435 -1.799 22.022 -0.12 -0.045 0.012
Si 3.336 1.252 21.852 0.179 -0.047 -0.12
Si 7.055 9.957 19.984 -0.04 0.039 -0.083
Si 5.951 -2.463 24.631 0.042 -0.006 0.021
Si 6.755 -2.289 20.179 0.021 -0.061 -0.139
Si 3.716 6.268 19.256 -0.263 -0.061 -0.514
Si 10.208 1.617 21.851 0.008 0.023 -0.066
Si 8.591 2.294 26.157 0.007 0.041 0.092
Si 16.069 -2.459 21.458 -0.061 -0.051 -0.063
Si 13.619 6.099 18.954 0.152 -0.054 -0.148
Si 5.726 3.423 21.956 -0.051 0.069 0.044
Si 13.368 9.277 19.066 0.075 0.002 -0.146
Si 3.998 4.45 25.977 0.038 0.006 0.188
Si 14.375 4.54 21.423 0.085 0.067 0.12
Si 13.854 0.974 24.891 0.047 -0.019 -0.011
Si 13.507 8.405 24.452 0.06 -0.07 0.068
Si 15.167 -1.885 24.263 0.006 0.093 -0.019
Si 15.329 3.305 25.924 0.045 0.06 0.144
Si 9.189 -1.388 21.764 0.017 0.04 -0.066
Si 7.892 6.383 22.52 -0.147 -0.026 -0.045
Si 9.706 1.526 18.958 0.033 0.01 -0.145
Si 16.42 7.763 24.668 0.293 0.116 -0.392
Si 18.023 7.942 23.026 -0.379 0.076 0.477
Si 9.186 9.072 22.062 -0.02 0.041 0.035
Si 9.857 -2.379 24.621 -0.011 0.064 -0.021
Si 13.427 1.687 21.938 -0.074 0.036 0.02
Si 17.695 6.607 27.044 0.073 0.037 0.119
Si 13.417 -1.118 21.058 0.037 -0.106 0.006
Si 10.87 -1.368 19.429 -0.017 -0.036 -0.009
Si 17.412 1.457 18.996 -0.09 0.099 0.03
Si 5.168 6.025 23.696 -0.069 -0.063 -0.028
Si 16.381 -2.529 27.011 -0.132 0.008 0.14
Si 8.084 10.684 24.543 -0.007 -0.006 0.031
Si 8.389 3.494 23.463 -0.162 -0.012 -0.126
Si 11.766 9.096 26.892 0.018 -0.052 0.159
Si 8.603 9.07 26.909 0.032 -0.049 0.181
Si 4.158 -2.502 27.052 0.08 0.063 0.069
Si 8.06 -0.501 26.028 -0.042 -0.122 0.076
Si 11.605 1.406 26.828 0.072 0.084 0.155
Si 14.332 5.595 24.39 0.08 0.059 0.012
Si 12.535 -2.81 23.37 0.042 -0.034 -0.046
Si 17.349 -1.63 18.823 0.045 -0.143 -0.045
Si 17.771 3.202 23.885 -0.022 0.06 -0.033
Si 17.356 5.368 21.57 0.027 0.042 0.042
Si 15.325 13.42 0.677 -0.006 -0.006 0.003
Si 15.356 1.922 0.719 -0.001 -0.014 0.016
Si 15.323 5.784 0.65 0.003 0.004 0.005
Si 15.342 9.59 0.652 -0.006 -0.002 0.004
Si 3.816 13.394 0.656 0.003 -0.008 -0.001
Si 3.791 1.868 0.675 -0.018 0.005 0.008
Si 3.803 5.773 0.666 -0.001 0.009 0.013
Si 3.795 9.599 0.635 0.013 0.008 0.008
Si 7.649 13.397 0.646 -0.004 -0.012 0.003
Si 7.641 1.881 0.665 -0.004 0.004 0.002
Si 7.647 5.765 0.65 0.004 0.009 0.008
Si 7.632 9.585 0.631 -0.009 0.002 -0.004
Si 11.497 13.438 0.651 0.007 -0.008 0.003
Si 11.464 1.94 0.687 0.007 -0.002 0.002
Si 11.501 5.789 0.63 -0.002 0.007 0.004
Si 11.492 9.585 0.644 0.011 -0.011 -0.001
Si 1.881 13.423 2.014 -0.002 0.009 -0.002
Si 1.889 1.904 2.06 -0.009 -0.001 0.005
Si 1.868 5.77 2.013 0.004 -0.003 0.001
Si 1.878 9.592 2.013 -0.001 -0.002 0.002
Si 5.733 13.408 2.02 0.005 0.003 0.004
Si 5.72 1.892 2.024 0.005 -0.003 -0.009
Si 5.728 5.755 2.021 0.003 -0.001 -0.002
Si 5.718 9.597 2.005 -0.004 0.004 -0.001
Si 9.571 13.422 2.011 -0.004 0.006 -0.006
Si 9.55 1.911 2.043 0.001 0.006 0.001
Si 9.576 5.773 2.003 -0.003 0.002 -0.002
Si 9.56 9.589 1.998 0.001 0.003 0.002
Si 13.405 13.436 2.034 0.002 0.004 0.004
Si 13.403 1.898 2.035 0.007 -0.006 -0.004
Si 13.408 5.773 2.018 0 -0.004 -0.004
Si 13.414 9.586 2.013 -0.002 -0.005 0.002
Si 1.874 -0.039 3.388 -0.009 0.004 0.005
Si 1.882 3.846 3.385 0.024 -0.001 0.004
Si 1.872 7.679 3.389 -0.002 0 0.002
Si 1.877 11.509 3.384 0.007 -0.004 -0.001
Si 5.726 -0.04 3.374 -0.007 -0.004 -0.003
Si 5.723 3.824 3.375 -0.006 0.003 0.003
Si 5.723 7.677 3.378 0.002 0.005 0.002
Si 5.727 11.502 3.39 0.002 -0.004 0.004
Si 9.567 -0.033 3.375 0.013 0.002 0.001
Si 9.559 3.847 3.376 -0.014 0.001 0
Si 9.567 7.68 3.38 0.005 -0.002 0.004
Si 9.566 11.504 3.375 -0.003 -0.001 0.003
Si 13.408 -0.026 3.394 -0.004 -0.006 0.01
Si 13.41 3.836 3.374 -0.002 0.003 -0.006
Si 13.411 7.679 3.394 0.001 0.003 0.006
Si 13.408 11.508 3.382 -0.006 0.005 0.004
Si 15.337 -0.028 4.75 0.001 -0.005 0.006
Si 15.336 3.832 4.737 0 -0.005 -0.002
Si 15.335 7.675 4.753 -0.008 0.001 0
Si 15.335 11.515 4.742 0.002 0 0
Si 3.804 -0.032 4.74 -0.003 0 -0.002
Si 3.806 3.832 4.74 -0.001 0.016 0.002
Si 3.802 7.673 4.743 0.004 -0.005 0.002
Si 3.801 11.512 4.743 0.008 0.004 -0.002
Si 7.646 -0.029 4.741 0.005 0.001 -0.003
Si 7.642 3.831 4.741 -0.001 0.014 0
Si 7.644 7.675 4.744 -0.001 0.001 0.003
Si 7.65 11.51 4.747 -0.002 -0.001 0.002
Si 11.481 -0.027 4.747 -0.004 -0.005 0.001
Si 11.486 3.831 4.734 -0.005 -0.005 -0.006
Si 11.485 7.677 4.75 0.005 0.004 0.001
Si 11.484 11.512 4.743 0.001 -0.011 0.003
Si 15.336 13.435 6.111 -0.006 -0.005 0.004
Si 15.34 1.907 6.101 0.001 -0.001 0.001
Si 15.331 5.747 6.11 0.009 0.007 0
Si 15.333 9.598 6.113 0.004 -0.003 0.001
Si 3.803 13.435 6.104 0.001 -0.01 -0.002
Si 3.803 1.902 6.092 0.001 0.005 -0.004
Si 3.808 5.748 6.103 0.006 -0.009 0.003
Si 3.804 9.595 6.107 -0.008 0.006 0
Si 7.648 13.436 6.107 -0.004 -0.008 -0.003
Si 7.648 1.902 6.098 0.001 0.008 -0.005
Si 7.642 5.748 6.105 -0.005 -0.006 0.001
Si 7.645 9.593 6.114 0.008 0.005 0.004
Si 11.479 13.436 6.108 0.004 0.005 0.001
Si 11.483 1.906 6.097 0.003 0.002 -0.004
Si 11.487 5.746 6.104 -0.005 0.005 -0.003
Si 11.486 9.597 6.113 -0.007 0.003 0.005
Si 1.882 13.44 7.466 0.015 0.002 0.003
Si 1.884 1.906 7.458 0.005 0.004 0
Si 1.881 5.741 7.454 0.01 0.005 0.004
Si 1.879 9.6 7.461 0.006 -0.006 -0.005
Si 5.725 13.436 7.465 0.001 0.01 0
Si 5.723 1.908 7.459 -0.008 -0.006 -0.005
Si 5.726 5.744 7.473 -0.001 0.012 0.004
Si 5.723 9.596 7.477 0 -0.003 -0.001
Si 9.562 13.438 7.482 -0.006 -0.002 0.002
Si 9.566 1.904 7.469 -0.001 0.003 -0.001
Si 9.566 5.738 7.466 -0.006 0.004 -0.005
Si 9.566 9.597 7.478 0.01 -0.011 0.002
Si 13.404 13.437 7.465 -0.002 -0.002 0.003
Si 13.408 1.907 7.455 -0.011 -0.005 -0.003
Si 13.404 5.744 7.474 -0.012 -0.008 0
Si 13.407 9.598 7.475 0.003 0.006 0.002
Si 1.891 -0.016 8.818 -0.006 0 -0.003
Si 1.887 3.826 8.827 -0.002 0.006 -0.003
Si 1.889 7.667 8.803 -0.009 0.001 -0.007
Si 1.882 11.517 8.83 -0.002 -0.018 -0.002
Si 5.723 -0.018 8.812 0.003 -0.003 -0.009
Si 5.726 3.821 8.838 0.003 -0.006 -0.002
Si 5.726 7.666 8.83 0.001 -0.004 0.003
Si 5.725 11.522 8.84 -0.002 0.009 0.002
Si 9.563 -0.015 8.836 0.005 0.01 0.004
Si 9.568 3.823 8.842 -0.003 0.01 -0.004
Si 9.565 7.662 8.819 -0.003 0.003 -0.005
Si 9.558 11.515 8.85 -0.003 -0.007 0.01
Si 13.408 -0.017 8.812 -0.001 0.003 -0.009
Si 13.403 3.816 8.838 0.007 -0.005 -0.002
Si 13.399 7.671 8.83 0.005 0.003 0.003
Si 13.394 11.522 8.838 0.003 0.006 0.002
Si 15.341 -0.007 10.154 0.006 -0.01 0.004
Si 15.343 3.817 10.177 -0.01 0.001 -0.006
Si 15.352 7.664 10.144 0.015 -0.001 -0.006
Si 15.333 11.536 10.172 0.001 0.002 -0.004
Si 3.816 -0.011 10.187 -0.002 0.001 0
Si 3.805 3.832 10.206 -0.007 -0.004 -0.003
Si 3.8 7.663 10.182 -0.004 0.005 0.003
Si 3.803 11.517 10.202 -0.001 -0.006 -0.005
Si 7.629 -0.009 10.189 -0.019 -0.001 0.002
Si 7.647 3.819 10.209 -0.01 0.011 0.001
Si 7.653 7.663 10.185 0.002 -0.006 -0.002
Si 7.637 11.513 10.221 -0.002 -0.002 -0.001
Si 11.495 -0.021 10.188 0.008 -0.009 0.012
Si 11.484 3.813 10.219 0 0.002 0.005
Si 11.47 7.665 10.195 0.004 -0.004 0.008
Si 11.475 11.514 10.221 0.008 0.012 0.006
O 16.067 -2.277 18.084 -0.11 -0.279 0.195
O 11.817 1.635 21.831 0.01 0.04 0.06
O 18.27 9.514 22.605 0.027 0.061 0.388
O 14.742 9.799 18.362 0.049 0.286 0.44
O 5.311 6.087 19.374 0.126 0.134 -0.241
O 15.073 5.772 18.309 0.034 -0.328 0.397
O 17.217 9.725 17.409 0.118 0.072 0.194
O 3.373 -2.204 18.264 0.143 -0.193 0.332
O 4.63 -2.697 25.532 -0.422 -0.12 -0.239
O 16.057 -1.717 22.909 0.444 0.486 0.036
O 4.393 9.697 18.071 0.666 0.411 -0.062
O 14.581 -2.234 20.829 0.018 -0.434 -0.181
O 15.095 8.728 24.681 0.187 0.659 -0.004
O 9.684 0.11 22.084 -0.035 -0.068 0.357
O 5.761 1.992 17.456 0.095 -0.168 0.501
O 7.263 9.75 18.405 -0.087 -0.057 -0.016
O 9.635 9.647 17.34 -0.021 0.046 0.303
O 7.063 -1.906 18.636 0.116 -0.014 0.368
O 10.944 -2.312 18.127 -0.534 -0.541 0.222
O 10.933 2.204 18.164 -0.133 0.188 0.072
O 13.486 1.998 17.511 -0.036 -0.074 0.293
O 12.416 5.556 18.029 0.115 -0.411 0.194
O 10.75 9.253 21.701 0.018 -0.319 -0.317
O 12.117 9.737 18.163 -0.032 0.052 0.141
O 5.236 -1.94 20.617 -0.146 0.101 -0.61
O 12.263 2.691 27.587 0.135 -0.032 -0.215
O 7.552 5.223 18.547 0.09 -0.332 0.288
O 15.874 3.615 27.417 0.367 0.543 -0.065
O 15.821 6.247 24.458 0.471 -0.438 0.042
O 10.158 -2.106 20.672 -0.08 -0.785 0.154
O 9.802 5.665 17.42 -0.007 -0.035 0.167
O 11.457 -2.524 24.533 0.21 0.193 0.592
O 12.585 9.196 25.51 -0.23 0.458 -0.347
O 13.285 6.804 24.652 -0.306 -0.276 0.099
O 8.115 7.659 27.526 -0.065 -0.284 -0.567
O 15.812 -1.198 27.728 -0.214 0.064 -0.391
O 17.285 7.813 26.05 -0.03 0.492 0.208
O 4.589 -1.052 27.624 0.185 0.19 -0.467
O 17.875 1.774 23.132 -0.074 -0.334 0.202
O 10.109 1.838 26.449 0.165 0.072 -0.251
O 16.43 3.287 24.752 -0.177 -0.125 -0.363
O 2.993 5.258 20.313 0.122 -0.347 0.085
O 14.033 2.98 21.205 0.34 -0.085 -0.625
O 7.833 1.012 25.509 -0.27 0.002 -0.62
O 12.393 -0.996 19.823 0.353 0.128 -0.221
O 3.46 7.834 19.677 -0.54 0.011 0.147
O 8.078 -0.315 27.632 -0.163 0.308 -0.18
O 3.721 6.883 27.798 0.268 -0.095 -0.503
O 17.731 1.496 20.577 -0.205 -0.089 0.335
O 9.219 -2.212 23.141 -0.311 -0.387 -0.162
O 13.485 -2.105 17.355 -0.07 -0.11 0.53
O 12.142 -4.119 22.54 -0.146 0.242 -0.152
O 17.988 5.237 26.253 -0.63 -0.418 -0.224
O 8.608 5.012 22.972 0.554 0.054 -0.069
O 15.745 -3.857 27.68 -0.057 -0.078 -0.302
O 12.237 7.765 27.682 0.523 -0.03 -0.242
O 8.421 3.481 25.081 -0.234 0.319 0.079
O 17.962 -2.627 27.209 0.035 -0.196 0.028
O 6.982 2.93 22.866 0.127 -0.425 0.261
O 8.296 1.806 18.241 -0.182 0.325 0.295
O 17.355 -0.064 18.482 0.212 -0.091 -0.381
O 13.445 7.679 19.132 -0.046 -0.062 0.297
O 13.112 9.846 20.552 0.296 0.439 0.173
O 12.105 5.227 28.442 -0.179 0.091 -0.329
O 6.624 6.698 23.488 0.16 0.335 0.22
O 7.842 9.423 25.531 -0.337 -0.247 -0.228
O 3.271 2.177 18.27 -0.001 0.285 0.24
O 14.711 1.817 25.958 0.053 -0.245 0.496
O 9.999 -0.063 19.042 -0.141 -0.109 -0.032
O 12.347 0.968 25.465 -0.39 -0.113 -0.274
O 4.551 3.835 27.376 0.182 0.05 -0.254
O 4.413 9.205 28.65 0.223 0.092 -0.496
O 8.24 -5.161 27.967 -0.047 -0.079 -0.293
O 8.147 -2.63 28.671 -0.114 0.043 -0.269
O 15.901 9.056 28.613 -0.324 -0.071 -0.37
O 7.97 2.783 27.566 -0.354 -0.269 -0.068
O 8.178 5.24 28.481 -0.06 -0.068 -0.454
O 5.026 5.462 25.221 0.25 0.384 0.423
O 8.962 7.576 22.628 0.175 -0.017 0.208
O 7.706 -1.406 21.14 -0.145 0.356 0.138
O 4.806 -3.683 27.933 0.396 0.051 -0.201
O 12.039 -2.44 28.526 -0.149 -0.066 -0.372
O 16.092 -2.452 25.44 0.188 -0.182 -0.246
O 6.277 3.889 20.495 -0.005 -0.498 -0.091
O 5.488 -1.785 23.249 0.341 0.364 -0.047
O 9.487 -1.109 25.546 0.552 0.271 0.261
O 11.71 0.124 27.805 -0.137 0.028 -0.242
O 15.922 1.309 28.583 0.011 -0.067 -0.239
O 14.06 0.351 21.265 0.565 -0.12 -0.121
O 12.081 -4.959 27.743 0.252 -0.036 -0.206
O 9.193 -3.725 25.227 0.277 -0.327 0.604
O 3.241 10.441 20.267 -0.076 0.115 -0.522
O 8.277 9.248 20.742 0.12 -0.444 -0.078
O 9.644 2.155 20.435 -0.197 0.55 0.012
O 13.489 5.402 20.395 -0.444 0.068 0.229
O 13.864 1.747 23.483 0.037 0.267 -0.05
O 14.008 -2.987 24.005 -0.039 -0.643 0.028
O 10.186 9 26.618 -0.028 -0.11 -0.463
O 16.54 -4.011 21.665 -0.572 -0.467 0.21
O 17.154 -1.831 20.417 0.222 0.235 0.305
O 4.42 1.411 28.453 -0.219 -0.215 -0.446
O 12.573 -1.52 22.385 -0.201 0.528 -0.009
O 14.481 -0.496 24.705 0.041 0.017 0.284
O 9.631 2.578 22.995 0.35 0.014 0.221
O 14.037 4.962 22.939 -0.419 0.013 0.257
O 5.623 9.282 20.356 0.159 -0.103 0.33
O 3.64 3.285 24.912 0.314 -0.487 -0.102
O 7.392 6.237 20.985 0.042 0.407 -0.1
O 6.909 -1.462 25.456 0.001 -0.074 0.114
O 16.422 6.47 28.046 -0.393 -0.453 -0.207
O 14.237 4.44 25.518 -0.441 -0.056 0.142
O 4.666 2.208 21.765 -0.042 -0.21 0.018
O 5.099 4.761 22.658 -0.284 0.074 -0.208
O 16.004 2.094 18.465 -0.04 0.444 0.559
O 3.699 -0.333 22.001 -0.061 -0.029 0.189
O 6.712 -3.864 24.335 -0.347 -0.201 -0.302
O 4.042 7.169 23.403 0.164 0.225 -0.02
O 17.315 6.958 21.921 -0.328 0.141 -0.044
O 7.029 11.521 20.38 0.072 -0.014 0.246
O 15.921 4.834 21.09 0.087 -0.322 -0.254
O 17.798 4.434 22.821 0.083 0.037 0.049
O 8.675 10.152 23.145 -0.138 0.298 -0.351
O 3.532 -3.161 22.232 -0.118 -0.039 0.202
O 13.061 8.832 22.963 0.377 -0.387 -0.265

Results
total energy: -88602.866 eV
total energy less fixed offsets of O -438.35, Si -107.03 eV per atom: 2.134 eV
